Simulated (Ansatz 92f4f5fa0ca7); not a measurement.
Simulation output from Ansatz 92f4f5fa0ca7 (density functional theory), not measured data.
Periodic cell of 224 atoms, Si133O89H1N1, from a study of silicon, its oxide and their interface. The atomic structure is a simulated model.
Doubt: the cutoff is far below the 930 eV that the study's wrapper takes by default for these files, so forces and energies are approximate.
This geometry differs little from another in the collection (a relaxation step or a small displacement).

Settings: functional PBE; potential files Ansatz PAW; basis plane waves; wave-function cutoff 580 eV; density cutoff ratio 5; exchange-correlation grid ratio 1; k mesh 1 x 1 x 1, Gamma-centred; self-consistency stop 5e-08 eV per atom in the density residual; occupations fixed; spin none; net charge 0.

Cell vectors (angstrom)
a 10.938 0 0
b 0 10.938 0
c 0 0 32.3241

Atoms and the computed forces on them: element, x, y, z (angstrom), force x, y, z (eV/angstrom)
Si 0.4626 -0.5594 24.7634 0.0024 -0.0001 -0.0063
Si 5.5582 -0.2844 24.9133 -0.0021 0.0029 0.0058
Si 2.5737 2.9432 24.933 -0.0017 0.0012 -0.0056
Si 8.0556 2.9542 24.6706 0 -0.0031 0.0053
Si 0.3451 5.2236 24.8291 -0.003 0.0014 0.0035
Si 4.8445 6.0183 24.8198 -0.0028 0.0011 -0.0019
Si 2.7102 8.229 25.3067 0.0003 0.0003 0.0052
Si 7.9433 8.5525 24.707 0.0002 0.0007 -0.0024
Si 1.3719 1.2698 26.0843 -0.0018 0.0006 0.003
Si 6.7816 1.4421 26.0299 0.001 -0.0013 -0.0023
Si 4.0654 4.2183 26.2008 0.0025 0.0002 0.0022
Si 9.5592 4.1247 26.0788 0.0039 -0.0012 -0.0016
Si 1.2747 6.7743 26.3464 0.0017 -0.0009 -0.0022
Si 6.7713 6.8891 25.9978 0.0007 -0.0014 0.0014
Si 4.1678 9.5922 26.4552 -0.0018 -0.0009 -0.0029
Si 9.581 9.5731 26.0872 -0.003 0.0012 0.0032
Si 2.7161 0.0524 27.5993 0.0015 -0.0003 0.0019
Si 8.1995 0.0615 27.4576 -0.0003 0.0001 -0.0024
Si -0.0171 2.6986 27.4704 0.0004 0.0017 -0.0028
Si 5.4569 2.7757 27.499 -0.0013 -0.0008 0.0011
Si 2.7111 5.468 27.633 -0.0006 0.0013 0.0019
Si 8.1708 5.5047 27.4476 -0.0013 0.0008 0.0011
Si -0.085 8.2218 27.57 0.0013 0.0004 0.0027
Si 5.5433 8.1463 27.6066 -0.001 -0.0001 0.0026
Si 4.1018 1.3673 28.9058 0.0845 0.5408 0.1489
Si 9.5708 1.3673 28.9058 -0.0907 0.0723 -0.234
Si 1.3673 4.1018 28.9058 -0.3211 -0.5547 0.1319
Si 6.8362 4.1018 28.9058 0.1156 0.1673 -0.3789
Si 4.1018 6.8362 28.9058 0.1571 -0.0849 0.4885
Si 9.5708 6.8362 28.9058 -0.6102 -0.1009 0.0525
Si 1.3673 9.5708 28.9058 -0.2003 0.0073 0.0517
Si 6.8362 9.5708 28.9058 0.5104 0.2259 -0.0573
Si 0 0 30.2731 -0.0185 -0.0726 0.0029
Si 5.469 0 30.2731 0.0578 0.0306 -0.0702
Si 2.7345 2.7345 30.2731 0.0105 0.0041 0.0447
Si 8.2035 2.7345 30.2731 0.0751 0.013 -0.0491
Si 0 5.469 30.2731 -0.0838 -0.1569 -0.0548
Si 5.469 5.469 30.2731 -0.0892 0.002 0.0336
Si 2.7345 8.2035 30.2731 0.0659 -0.0055 -0.0282
Si 8.2035 8.2035 30.2731 0.0665 0.0567 0.0486
Si 1.3673 1.3673 31.6403 0.058 0.0246 -0.0206
Si 6.8362 1.3673 31.6403 -0.0494 -0.0145 -0.0261
Si 4.1018 4.1018 31.6403 -0.0066 -0.0062 0.0016
Si 9.5708 4.1018 31.6403 -0.0146 0.0639 -0.003
Si 1.3673 6.8362 31.6403 0.0316 0.021 -0.0377
Si 6.8362 6.8362 31.6403 -0.0344 0.0194 -0.0249
Si 4.1018 9.5708 31.6403 -0.0625 0.0298 -0.0233
Si 9.5708 9.5708 31.6403 0.0004 -0.0366 -0.0005
Si 2.7345 0 0.6835 0.0354 -0.0458 0.0169
Si 8.2035 0 0.6835 0.0052 0.0109 -0.0121
Si 0 2.7345 0.6835 -0.0016 -0.027 0.0308
Si 5.469 2.7345 0.6835 0.0039 -0.0036 0.0266
Si 2.7345 5.469 0.6835 -0.0129 0.0218 -0.0003
Si 8.2035 5.469 0.6835 0.0431 -0.0295 0.0033
Si 0 8.2035 0.6835 0.0204 0.0294 0.0316
Si 5.469 8.2035 0.6835 -0.0081 -0.0505 0.0338
Si 4.1018 1.3673 2.0507 -0.1 -0.0137 -0.014
Si 9.5708 1.3673 2.0507 -0.0132 -0.0531 0.028
Si 1.3673 4.1018 2.0507 0.1528 0.0977 0.0214
Si 6.8362 4.1018 2.0507 -0.0842 0.0413 -0.0339
Si 4.1018 6.8362 2.0507 -0.0294 0.0011 0.0436
Si 9.5708 6.8362 2.0507 -0.1076 -0.0626 -0.0085
Si 1.3673 9.5708 2.0507 0.0323 -0.024 -0.0057
Si 6.8362 9.5708 2.0507 0.0976 0.1531 0.0347
Si 0 0 3.418 -0.2433 -0.1731 -0.1621
Si 5.469 0 3.418 0.4052 0.1987 0.1358
Si 2.7345 2.7345 3.418 0.1001 -0.0497 -0.4346
Si 8.2035 2.7345 3.418 -0.0143 -0.0215 0.3895
Si 0 5.469 3.418 -0.249 -0.0303 0.3153
Si 5.469 5.469 3.418 0.2267 -0.1883 -0.5253
Si 2.7345 8.2035 3.418 -0.2259 0.0531 -0.0637
Si 8.2035 8.2035 3.418 0.3289 -0.0485 0.1469
Si 1.3064 1.4214 4.7217 0.0021 0.0021 0.001
Si 6.897 1.3427 4.8707 0.0008 -0.0014 -0.0016
Si 4.1911 4.0293 4.7221 0.0061 0.0017 0.0022
Si 9.5516 4.0956 4.854 0.0028 -0.0005 -0.0031
Si 1.3375 6.861 4.7948 0.0025 -0.0032 -0.0016
Si 6.8456 6.8019 4.752 -0.002 -0.0075 0.0034
Si 4.1133 9.5757 4.738 0.0037 -0.0029 -0.0004
Si 9.6409 9.5247 4.8387 -0.0032 0.0016 0.0015
Si 2.824 0.1719 5.9545 -0.0069 -0.0045 -0.0085
Si 8.2422 -0.1108 6.2599 0.0013 -0.0021 0.0018
Si -0.0656 2.6458 6.227 0.0014 -0.0016 0.0031
Si 5.6051 2.8264 6.2409 -0.0025 0.0034 -0.0021
Si 2.7148 5.3547 5.9265 -0.0018 -0.0003 0.0016
Si 8.2449 5.5589 6.2322 -0.004 0.0025 -0.0034
Si 0.1663 8.278 6.3438 0.0024 0.004 -0.0012
Si 5.3903 8.105 6.0528 0.0017 0.0063 -0.0048
Si 3.865 1.7531 7.355 0.0056 0.0091 0.014
Si 9.9702 0.8831 7.6007 -0.0031 0.0013 -0.0033
Si 1.5834 3.8872 7.3336 -0.0005 0.0017 -0.0056
Si 6.6155 4.5144 7.6343 -0.0069 0.002 0.0019
Si 4.1629 6.5023 7.3025 0.0007 -0.0116 0.0109
Si 9.3451 7.1862 7.594 -0.0038 0.0022 0.0066
Si 1.6186 9.9221 7.5111 -0.0002 -0.0029 0.0073
Si 6.8853 9.2242 7.4265 0.0008 0.0035 -0.0032
O 10.9769 5.8791 23.3447 0.0002 -0.0003 -0.0009
O 4.5241 0.0296 23.666 -0.0004 -0.0005 -0.0022
O 8.0639 8.1845 8.0186 0.0008 -0.0016 0.0013
O 2.7278 2.8295 7.8872 0.0006 -0.0031 -0.0029
O 7.1452 4.0522 23.8315 -0.0006 0.0004 -0.0021
O 1.6748 9.2604 24.5047 -0.0018 0.0023 -0.0004
O 5.3678 5.5533 7.9052 -0.0026 0.0025 0.0058
O 0.3412 -0.0597 8.0353 0.0024 -0.0005 -0.0015
O 7.0627 4.1742 9.1998 -0.0018 0.0016 -0.0017
O 5.786 9.7463 8.5575 0.002 -0.0021 0.0019
O 9.943 6.4826 8.9746 0.0007 0.0002 0.0001
N 2.8965 9.5496 8.7491 -0.0074 0.0003 -0.0058
O 4.3562 1.0036 8.7332 -0.0003 -0.0028 0.0001
O 1.0174 4.7252 8.6275 -0.0013 0.0009 0.0034
O 9.2701 1.2708 9.0389 -0.0004 0.0003 0.003
O 3.2101 6.859 8.6005 0.0011 0.0015 -0.0128
O 7.3831 6.2083 22.2047 -0.0006 -0.0001 -0.001
O 8.8705 2.1275 23.4958 -0.0005 0.0004 -0.0019
O 5.0864 5.4921 23.2814 -0.0005 0.0005 0.0005
O 3.3132 2.4001 23.558 -0.0008 0.001 0.0023
O 10.9084 -0.2606 23.2132 -0.0005 -0.0005 0.0023
O 3.7309 7.2082 24.4766 0.0025 -0.0024 -0.0013
O 1.4366 4.042 24.4748 0.001 -0.0027 -0.001
O 6.7469 9.6502 24.3382 0.0022 -0.0026 -0.0013
Si 14.619 1.0514 22.7251 0.0006 -0.0008 0.0015
Si -1.2985 2.5696 22.1258 0.0002 0.0001 0.0022
Si 0.7043 11.5203 22.0134 0.0001 0.0003 0.0015
Si 11.5677 0.7037 14.9113 0.0005 -0.0002 -0.0001
Si 5.7044 -0.7018 11.8923 0 0.0034 -0.0017
Si 11.6181 15.6906 12.5855 0.0036 -0.001 -0.0036
Si 9.3396 1.4912 10.6546 0.0005 -0.0008 -0.0052
Si 5.2528 4.0073 19.9463 -0.0005 0.0001 0.0015
Si 9.7757 7.9851 13.4419 -0.0004 -0.0002 0.0001
Si 10.3735 -3.0071 16.395 0.0002 -0.0004 0.0023
Si 10.7861 5.2293 9.617 0.0016 -0.0024 -0.0033
Si -0.3063 5.4302 21.8069 0.0005 -0.0004 0.0026
Si 8.4895 -1.3118 11.4362 0.0005 0.0008 -0.0035
Si 8.7513 4.989 13.1435 0.0004 -0.0005 -0.0008
Si 7.1964 3.4789 15.525 -0.0008 -0.0009 0.0006
Si 12.2296 5.9946 15.3127 0.0007 0.0001 0.0008
Si 5.6626 5.6218 17.2818 -0.0008 0 0.001
Si 4.3945 10.3805 9.1829 -0.0015 0.0008 -0.0039
Si 13.3853 1.4165 18.65 -0.0005 -0.0002 0.0017
Si 9.6491 0.7357 19.8093 -0.0001 -0.0002 0.0015
Si -1.1453 2.2163 16.9253 0 0.0003 0.0008
Si 12.5949 9.8339 17.1501 0 -0.0006 0.0013
Si 5.1438 1.0839 19.9999 -0.0005 -0.0002 0.0019
Si 3.5481 7.6955 16.374 -0.0002 -0.0004 0.0001
Si 12.9956 4.0811 19.9784 0 -0.0005 0.0017
Si -3.6232 9.6376 19.7141 -0.0006 0 0.0016
Si 8.3891 7.4187 21.8378 0.0001 -0.0004 0.0012
Si 2.5039 2.3552 13.3347 0 0.0008 -0.0026
Si 5.5991 -1.4905 14.7762 -0.0014 -0.0003 -0.0001
Si 2.6839 8.0408 9.5831 0.0028 0.0025 -0.0092
Si -3.59 -2.6814 16.9622 -0.0003 -0.0006 0.0008
Si 0.7748 11.5347 11.9642 0.0019 0.0004 -0.0033
Si 6.4737 4.9522 22.6411 0.0008 -0.0009 0.0013
Si 1.5439 -7.1863 17.1571 0 -0.0005 0.002
Si 11.0977 8.748 10.9134 0.0016 0.0015 -0.0068
Si 5.3639 1.3648 14.0214 0 -0.0005 -0.0014
Si 8.1416 4.0132 10.4022 0.0038 -0.0035 -0.0046
O 8.1322 2.5167 11.0349 -0.0006 0.0003 0.0029
O 5.5989 -1.7444 13.156 0.0009 -0.0001 -0.0002
O 9.8075 1.523 18.3982 -0.0003 -0.0006 -0.0003
O 3.6567 -6.6858 20.3131 0 -0.0003 -0.0009
O -1.4007 8.8976 10.3996 0.0005 -0.0016 0.0024
O 0.0726 0.1655 20.5569 0.0001 -0.0003 -0.0005
O 1.0597 7.9203 9.8365 0.0069 -0.0012 0.009
O 15.0066 2.345 13.7766 -0.0001 0 0.0014
O 17.884 -1.2701 10.9866 0.0016 -0.0019 0.0025
O 12.4961 0.1074 18.2431 -0.0002 -0.0001 -0.0008
O 10.9155 6.3843 16.2287 0.0003 -0.0004 -0.0008
O 10.2862 -2.4057 14.8796 -0.0007 -0.0003 -0.0013
O 7.863 4.3911 14.3511 0.0012 0.0003 0.0002
O 13.2201 12.1116 12.2208 -0.0011 -0.0013 0.0015
O 6.7616 6.7487 16.9239 0 -0.0001 -0.0003
O 11.0859 11.1313 13.4344 -0.0004 -0.0009 0
O 12.9178 4.6211 15.8563 -0.0007 -0.0001 0.0003
O 19.6617 -0.5431 19.4896 -0.0001 0.0001 -0.0011
O 0.2798 13.0867 22.2727 0 -0.0001 -0.0011
O 5.8967 0.7848 12.5785 0 -0.0001 0.0016
O 5.6594 2.5136 19.3762 -0.0001 -0.0003 -0.0009
O -1.9867 1.7706 20.8769 -0.0001 0.0001 -0.0009
O 5.0768 0.0564 14.9875 0 -0.0006 0.0003
O 7.9576 5.0276 11.6855 -0.0034 0.0017 0.0009
O 12.4955 2.0325 14.6362 0 -0.0001 0.0005
O 6.1377 4.1274 21.2982 0 0.0004 -0.0004
O 1.7303 4.6848 18.4934 -0.0001 -0.0003 -0.0006
O 0.8748 10.2046 11.0466 -0.0006 -0.0007 0.0031
O 3.8585 0.7171 19.0636 0.0002 -0.0003 -0.0007
O 11.3246 8.84 17.3457 -0.0003 -0.0003 -0.0008
O 11.4718 5.4364 11.0992 -0.0003 0.0011 0.0011
O 10.8774 12.7195 11.1694 -0.0004 -0.0002 0.0026
O 3.0056 -2.0317 17.3505 -0.0002 -0.0003 -0.0008
O 6.0443 4.342 16.3206 0.0001 -0.0004 -0.0003
O -2.2595 8.1709 23.2711 -0.0006 0.0005 0.0008
O 0.9817 16.8134 13.7279 0 0.0009 0.0009
O 10.1456 4.1157 12.9746 -0.0006 0.0003 0.0014
O 5.7056 5.1084 18.8307 -0.0002 -0.0005 -0.0005
O 9.5778 4.1707 21.8476 -0.0003 -0.0004 -0.0015
O 4.2032 6.3679 17.0838 -0.0001 -0.0003 -0.0005
O 3.4638 7.8906 11.0149 0.0346 -0.1677 0.0507
O 4.4951 -0.589 10.8146 -0.0024 -0.0082 0.0046
O 7.6199 8.4525 20.8146 0.0001 -0.0008 -0.0006
O 1.8367 2.4148 19.846 -0.0001 -0.0002 -0.0008
O 8.937 -2.9189 17.1089 -0.0001 -0.0004 -0.0005
O -1.1575 6.7337 21.2204 -0.0004 0 -0.0012
O -2.3517 -1.9818 12.9094 -0.0013 0.0002 0.0007
O 8.9727 0.2131 11.5673 -0.0008 -0.0007 0.0022
O -0.6767 12.046 15.8087 -0.0002 -0.0002 -0.0001
O 4.5979 8.338 15.3512 0.0008 0.0003 0.0002
O 8.3448 2.8767 16.5402 -0.0001 -0.0002 -0.0004
O 2.3129 -3.7038 15.4408 -0.0011 0 0.0009
O -4.7529 10.7696 20.1061 -0.0001 -0.0002 -0.001
O 9.6417 4.0801 9.7483 -0.0008 0.001 0.0021
O 13.4467 2.4249 17.3433 0 -0.0003 -0.0005
O 2.3172 0.367 22.1207 -0.0002 0 -0.0009
O 11.0159 8.0377 12.375 0.0015 -0.0005 0.0015
O 6.4951 2.2312 14.7727 0.0001 0 0.0007
O -1.8249 6.51 13.5679 0 -0.0005 0.0011
O -0.0334 3.398 16.9857 -0.0003 -0.0001 -0.0006
O 11.9876 4.9059 20.9995 -0.0007 0.0001 -0.0008
O 4.6555 1.4526 21.5039 -0.0003 -0.0002 -0.0008
O 6.9894 -1.791 15.621 0.0001 -0.0005 -0.0003
O 12.4938 -0.421 15.6598 -0.0005 -0.0001 -0.0002
O 6.7958 -1.9417 18.3086 0 0.0001 -0.0002
O 12.9037 3.7437 12.6522 -0.0012 0.0006 0.0021
H 3.7682 6.992 11.2298 -0.0345 0.164 -0.0475

Results
free energy: -135566.100 eV
free energy less fixed offsets of H -15.97, N -385.13, O -568.88, Si -635.61 eV per atom: 1.450 eV

The program warned: the cutoff lies below the one the program advises for these potential files; the forces do not sum to zero within the program's tolerance; the exchange-correlation potential is rough where the density is thin.
